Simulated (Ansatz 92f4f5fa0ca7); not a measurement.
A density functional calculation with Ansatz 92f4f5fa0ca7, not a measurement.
Periodic cell of 372 atoms, Si256O116, from a study of silicon, its oxide and their interface. The atomic structure is a simulated model.
This geometry differs little from another in the collection (a relaxation step or a small displacement).

Settings: functional r2SCAN; potential files Ansatz PAW; basis plane waves; wave-function cutoff 800 eV; density cutoff ratio 5; exchange-correlation grid ratio 1; k mesh 1 x 1 x 1, Gamma-centred; self-consistency stop 1e-10 eV per atom in the density residual; occupations fixed; spin none; net charge 0.

Cell vectors (angstrom)
a, 16.3305, 0, 0
b, 0, 16.3305, 0
c, 0, 0, 24.8007

Atoms and the computed forces on them: element, x, y, z (angstrom), force x, y, z (eV/angstrom)
Si, -0.5428, 0.5015, 0.0108, 0.0011, -0.0025, -0.0117
Si, 2.7506, 2.5591, 0.0096, 0.0015, 0.0005, -0.0131
Si, -0.3005, 5.729, 0.3499, 0.0015, -0.0015, -0.0107
Si, 2.4828, 8.3016, -0.022, 0.0005, 0.0004, -0.0118
Si, 0.2052, 10.5295, -0.2177, 0.0006, 0.0012, -0.0109
Si, 2.7427, 13.7163, -0.2141, 0, 0.0024, -0.0156
Si, 5.1727, 0.4914, -0.0887, -0.0016, 0.0007, -0.0121
Si, 7.6924, 3.0356, -0.0666, -0.0048, -0.0003, -0.0098
Si, 5.4614, 5.2568, 0.1206, -0.0002, -0.0009, -0.0104
Si, 8.249, 8.1081, 0.3948, -0.0039, 0.0009, -0.0042
Si, 6.2198, 10.4264, -0.0937, 0.005, 0.0004, -0.0106
Si, 8.4926, 13.1017, 0.2528, 0.0014, 0.0044, -0.011
Si, 10.9402, -0.53, -0.1117, -0.0028, -0.0037, -0.0112
Si, 13.4662, 2.5723, 0.2377, -0.0023, -0.0005, -0.0105
Si, 10.5291, 6.0158, 0.1634, 0.0008, -0.0015, -0.0104
Si, 13.7557, 7.866, 0.2149, -0.0006, -0.0001, -0.0098
Si, 10.7047, 10.9234, 0.2191, 0.0004, 0.0017, -0.0091
Si, 13.3645, 13.7923, 0.048, 0.0005, 0.0003, -0.0121
Si, 1.212, 1.3956, 1.3232, -0.0008, 0.0007, 0.0003
Si, 3.9437, 4.0669, 1.4153, 0.0001, 0.0018, -0.0003
Si, 1.3409, 6.8836, 1.516, -0.0004, -0.0002, 0.0004
Si, 4.227, 9.5029, 1.061, 0.0003, -0.0002, 0.0032
Si, 1.368, 12.2295, 1.0439, 0.0009, 0.0001, 0.0003
Si, 4.1678, 15.0009, 1.1396, 0.0007, 0.0008, 0.0022
Si, 6.7105, 1.4675, 1.3932, 0.0011, 0.001, 0.0001
Si, 9.4346, 4.1406, 1.1534, 0.0019, 0, 0.0005
Si, 6.7101, 6.7479, 1.4585, 0.0021, -0.0005, 0
Si, 9.5639, 9.5108, 1.6827, -0.0001, 0.0004, -0.0001
Si, 6.9094, 12.0157, 1.5224, -0.0035, 0.0027, 0.0017
Si, 9.4895, 14.8465, 1.4212, -0.004, 0.0002, 0.0022
Si, 11.9946, 1.1867, 1.3183, -0.0011, 0.0001, -0.0006
Si, 14.7929, 4.0974, 1.4775, -0.0013, 0.0001, 0.0013
Si, 12.1525, 6.8847, 1.6076, 0.0004, 0.001, 0.0011
Si, 14.966, 9.5588, 1.3008, -0.0001, -0.001, 0.001
Si, 12.2595, 12.2177, 1.3997, 0.0004, 0.0011, 0.0012
Si, 14.8935, 15.0396, 1.2948, 0.0001, 0.0003, 0.0005
Si, -0.0762, 2.757, 2.7576, 0.0004, -0.002, -0.0021
Si, 2.6967, -0.0263, 2.5732, -0.0009, -0.0012, -0.0021
Si, -0.0374, 8.2567, 2.7872, 0.0003, 0.0007, 0.0008
Si, 2.6657, 5.4572, 2.7949, 0.002, -0.0007, -0.0029
Si, 0.0277, 13.61, 2.5165, 0, 0.0007, -0.0011
Si, 2.7914, 10.8999, 2.4643, -0.0014, 0.0015, -0.0009
Si, 5.3593, 2.7585, 2.7993, 0.0003, -0.0004, 0.0011
Si, 8.1124, 0.0115, 2.6485, -0.001, 0.0008, -0.0021
Si, 5.3774, 8.191, 2.7016, 0.0002, 0.001, -0.0006
Si, 8.1272, 5.3801, 2.7301, 0.0008, 0.0006, 0.0001
Si, 5.4692, 13.5918, 2.579, 0.0003, -0.0007, -0.0016
Si, 8.2025, 10.8325, 3.009, -0.0022, 0.0005, 0.0002
Si, 10.7529, 2.7309, 2.5953, -0.0013, 0.0014, -0.0001
Si, 13.4872, -0.037, 2.7248, 0, 0.0007, 0.0002
Si, 10.9248, 8.2188, 3.0091, 0.0005, -0.0004, 0.0007
Si, 13.4989, 5.4415, 2.8647, -0.001, 0.0011, 0.0005
Si, 10.8983, 13.5663, 2.8094, -0.0009, 0.0017, 0.0003
Si, 13.6524, 10.8968, 2.7222, 0.001, -0.0005, -0.0013
Si, 1.3027, 4.0837, 4.1259, 0.0003, 0.0022, 0.0006
Si, 4.0061, 1.3224, 4.0482, 0.0003, -0.0017, -0.0012
Si, 1.4272, 9.606, 4.0055, -0.0003, 0.0006, -0.0002
Si, 4.0555, 6.8253, 4.1055, -0.0005, 0.0004, -0.0004
Si, 1.3597, 14.9415, 3.9575, 0.0008, 0.0005, -0.0004
Si, 4.0644, 12.2592, 3.9398, 0.0011, -0.0013, -0.0009
Si, 6.7698, 4.0825, 4.1377, -0.0004, 0.0003, -0.0001
Si, 9.4622, 1.3832, 4.0332, -0.0008, 0.0002, 0.0009
Si, 6.7444, 9.4587, 4.1635, -0.0005, -0.0011, 0
Si, 9.4899, 6.7423, 4.1407, -0.0015, 0.0005, 0
Si, 6.7816, 14.9563, 4.0071, -0.0005, -0.0013, 0.0006
Si, 9.5596, 12.2693, 4.2321, -0.0005, 0.0009, -0.0001
Si, 12.1431, 4.0066, 4.0928, -0.0004, -0.0003, -0.0013
Si, 14.8935, 1.343, 4.0583, 0.0002, 0.0008, -0.0011
Si, 12.3254, 9.6046, 4.2092, -0.0005, 0.0008, 0
Si, 14.9407, 6.8335, 4.124, 0.0001, -0.0004, -0.0005
Si, 12.2294, 14.9499, 4.1543, 0.0006, -0.0008, -0.001
Si, 15.0279, 12.2949, 4.0056, -0.0001, -0.0005, 0.0002
Si, -0.0123, -0.0249, 5.359, -0.0003, -0.0007, 0.0003
Si, 2.6799, 2.692, 5.4391, 0.0017, -0.0006, -0.0004
Si, -0.0389, 5.4502, 5.4766, 0.0009, -0.0009, -0.0005
Si, 2.693, 8.1966, 5.4377, -0.0001, 0.0003, -0.001
Si, 0.0522, 10.9324, 5.3911, 0.0004, -0.0002, -0.0005
Si, 2.7152, 13.6014, 5.3514, -0.0007, -0.0001, 0.0002
Si, 5.4139, -0.024, 5.393, -0.0005, 0.0014, -0.001
Si, 8.1344, 2.7052, 5.4638, -0.0001, 0.0008, -0.0001
Si, 5.4214, 5.4617, 5.4733, 0.0005, 0.0003, 0
Si, 8.125, 8.1005, 5.4835, -0.0011, 0.0009, -0.0002
Si, 5.3974, 10.9181, 5.3965, -0.002, 0.0004, 0.0008
Si, 8.1436, 13.6734, 5.4581, -0.0014, -0.0005, 0.0002
Si, 10.8558, 0.0461, 5.4362, -0.0007, -0.0013, 0
Si, 13.5591, 2.6927, 5.4521, -0.0004, -0.0004, -0.0005
Si, 10.8518, 5.3856, 5.4906, 0, 0.0002, -0.0004
Si, 13.6277, 8.1739, 5.5143, -0.0004, 0.0006, -0.0005
Si, 10.9349, 10.9216, 5.5515, -0.0016, 0.0015, -0.0011
Si, 13.6562, 13.6028, 5.44, 0, -0.0007, -0.0001
Si, 1.3242, 1.3254, 6.7822, 0.0003, 0.0009, 0.0004
Si, 4.0594, 4.0506, 6.7967, -0.0005, 0.0002, -0.0003
Si, 1.3468, 6.7997, 6.814, -0.0011, 0.0006, -0.0005
Si, 4.0792, 9.5499, 6.7824, 0.0003, -0.0003, 0.0003
Si, 1.3803, 12.2777, 6.7753, -0.0002, 0.0005, -0.0003
Si, 4.06, 14.9534, 6.7556, 0.0005, -0.0002, 0.0004
Si, 6.7789, 1.3349, 6.7891, -0.002, -0.0005, 0.0003
Si, 9.5114, 4.0396, 6.8586, -0.0007, -0.0005, 0.0008
Si, 6.7922, 6.7707, 6.8587, -0.0001, -0.0005, 0.0004
Si, 9.5212, 9.4932, 6.7831, 0.0003, 0.0005, -0.0005
Si, 6.7739, 12.2753, 6.7625, 0.001, 0.0008, 0
Si, 9.5014, 15.0385, 6.8166, -0.0006, 0.0006, -0.0008
Si, 12.2297, 1.3607, 6.8509, -0.0003, 0.001, -0.0002
Si, 14.9365, 4.0561, 6.8131, 0.0003, 0.0008, -0.0006
Si, 12.2485, 6.7717, 6.8194, -0.0003, 0.0001, 0.0005
Si, 15.028, 9.5406, 6.7858, 0.0006, 0.0003, -0.0002
Si, 12.3112, 12.2827, 6.8559, -0.0003, -0.0001, 0
Si, 14.9937, 14.9868, 6.7904, -0.0002, -0.0004, -0.0003
Si, -0.0127, 2.6903, 8.1706, -0.0003, 0.0012, -0.0003
Si, 2.7143, -0.0118, 8.1457, 0.0001, -0.0009, -0.0001
Si, -0.0216, 8.1387, 8.1737, -0.0001, -0.0012, 0.0013
Si, 2.7082, 5.4078, 8.1686, -0.0004, -0.0013, -0.0002
Si, 0.0294, 13.6406, 8.1454, 0, -0.0001, 0.0002
Si, 2.7348, 10.9064, 8.1357, -0.0004, -0.0001, 0
Si, 5.438, 2.6939, 8.1589, -0.0001, 0.0001, 0.001
Si, 8.1664, 0.0621, 8.2079, 0.0017, 0.0008, 0
Si, 5.4444, 8.1797, 8.1515, 0.0007, 0.0013, -0.0007
Si, 8.1672, 5.419, 8.2004, -0.0015, -0.0003, 0.0005
Si, 5.431, 13.6305, 8.1431, 0.0004, -0.0006, -0.0004
Si, 8.1622, 10.8979, 8.0843, 0.0003, 0.0007, 0.0006
Si, 10.8927, 2.7201, 8.2481, 0.0001, -0.0001, -0.0002
Si, 13.6349, 0.009, 8.1845, 0.0002, -0.0001, 0.0001
Si, 10.8785, 8.144, 8.1461, -0.0021, 0, 0.0001
Si, 13.6023, 5.4078, 8.1953, -0.0008, -0.0006, 0.0001
Si, 10.9108, 13.6803, 8.1368, 0, 0.0003, 0.0003
Si, 13.6692, 10.8783, 8.1642, -0.0001, 0.0007, -0.0002
Si, 1.3634, 4.022, 9.5594, 0.0006, 0.0001, 0.001
Si, 4.0874, 1.3333, 9.5304, 0.001, 0.0017, 0.0003
Si, 1.3764, 9.5053, 9.4435, -0.0001, 0.0008, 0.0002
Si, 4.1062, 6.7737, 9.4858, 0.0007, -0.0012, 0.0006
Si, 1.3787, 14.9745, 9.5428, 0.0002, 0.0003, 0.0009
Si, 4.0882, 12.2677, 9.5146, -0.0018, 0, -0.0002
Si, 6.8187, 4.0398, 9.5239, 0.0005, -0.0001, 0.0002
Si, 9.5373, 1.3919, 9.6395, -0.0011, -0.0003, 0.0009
Si, 6.8309, 9.5534, 9.4744, -0.0004, -0.0006, 0.0004
Si, 9.5428, 6.8003, 9.5329, 0.0012, 0.0006, -0.0008
Si, 6.7962, 15.0056, 9.5027, -0.0017, 0, 0.0011
Si, 9.5536, 12.2542, 9.411, -0.0007, -0.0005, 0.0002
Si, 12.2604, 4.0904, 9.6124, 0, -0.0005, 0
Si, 14.9918, 1.3559, 9.5878, -0.0006, -0.0004, 0.0003
Si, 12.2673, 9.5001, 9.4743, 0.0006, 0.0003, 0
Si, 14.9682, 6.7392, 9.5678, 0.0006, -0.0009, -0.0002
Si, 12.2442, 15.0193, 9.5452, -0.0005, 0.0002, 0.0002
Si, 15.0077, 12.2734, 9.4938, -0.0009, 0.0016, 0.0006
Si, 0.0502, -0.0075, 10.9496, -0.0001, -0.0003, 0.0001
Si, 2.7733, 2.6893, 10.9384, -0.0018, -0.0003, 0.0004
Si, 0.0054, 5.3526, 10.9609, -0.0009, 0.0002, -0.0001
Si, 2.6918, 8.1064, 10.7848, -0.0021, 0.0001, -0.0003
Si, 0.0767, 10.9018, 10.7802, 0.0005, 0.0006, -0.0005
Si, 2.7515, 13.6293, 10.9076, 0.0018, 0.0007, 0.001
Si, 5.4486, -0.0032, 10.9262, 0.0007, -0.0012, -0.0001
Si, 8.1707, 2.7864, 10.987, 0.0002, -0.0011, -0.0006
Si, 5.501, 5.4333, 10.8477, 0.0008, -0.0002, 0.0011
Si, 8.2275, 8.2378, 10.8401, -0.0012, -0.0003, -0.0003
Si, 5.4581, 10.8826, 10.8327, 0.001, 0.0009, -0.0004
Si, 8.2077, 13.6151, 10.7458, 0.0004, 0.0003, -0.0002
Si, 10.93, 0.0305, 10.9983, 0.0004, -0.0001, 0.0019
Si, 13.6382, 2.722, 10.9699, 0.0013, 0.0007, 0.0005
Si, 10.8763, 5.4714, 10.9508, -0.0019, -0.0012, -0.0007
Si, 13.5389, 8.0921, 10.8671, -0.0006, 0.001, -0.0001
Si, 10.9415, 10.9369, 10.7839, 0.0003, -0.0004, 0.0001
Si, 13.5998, 13.6109, 10.8373, -0.0003, -0.0016, -0.0011
Si, 1.4893, 1.2801, 12.3554, -0.0028, 0.0012, 0.0009
Si, 4.1745, 4.0979, 12.2576, 0.0008, -0.0004, 0.0003
Si, 1.4366, 6.7273, 12.2285, 0.0001, -0.0012, 0.0015
Si, 4.0284, 9.4732, 12.0893, -0.0007, 0.0005, 0
Si, 1.4172, 12.2088, 12.2178, 0.0019, 0.0022, 0.0011
Si, 4.132, 14.9395, 12.3279, -0.0012, 0.0014, 0.0015
Si, 6.8071, 1.3782, 12.2842, -0.0004, 0.0002, 0.0013
Si, 9.5013, 4.2111, 12.3797, 0.0001, 0.0007, 0.0013
Si, 6.872, 6.8549, 12.1396, 0.0005, -0.0006, 0.0003
Si, 9.6315, 9.6184, 12.1762, 0.0002, -0.0013, 0.0014
Si, 6.8638, 12.2942, 12.1018, -0.0024, 0.001, 0.0015
Si, 9.5448, 14.8656, 12.203, -0.0011, -0.0021, 0.0013
Si, 12.2892, 1.4419, 12.4022, 0.0006, 0, 0.0016
Si, 14.9917, 4.0095, 12.4156, -0.001, -0.0009, 0.0008
Si, 12.1694, 6.8148, 12.3827, 0.0016, -0.0014, 0.0013
Si, 14.9968, 9.5074, 11.9861, 0.0001, -0.0008, 0.0005
Si, 12.2624, 12.2559, 12.2184, 0.0007, 0.0002, 0.0019
Si, 14.9291, 14.9394, 12.2083, -0.0026, 0.0023, 0.001
Si, 0.1219, 2.6131, 13.7451, 0.0004, 0.0003, -0.0015
Si, 2.8647, -0.0962, 13.8369, -0.0021, -0.0009, -0.0002
Si, -0.0411, 8.1387, 13.3357, 0.0012, -0.0003, 0.0009
Si, 2.8631, 5.47, 13.6711, -0.0008, 0.0007, -0.001
Si, -0.0641, 13.517, 13.4965, -0.0002, 0.0003, -0.0009
Si, 2.7974, 10.802, 13.5546, -0.0008, 0.0003, -0.0011
Si, 5.5443, 2.7859, 13.6955, 0.0014, -0.0009, -0.0001
Si, 8.1458, -0.1003, 13.5003, -0.0014, -0.0009, -0.0014
Si, 5.3857, 8.1249, 13.3906, 0.0008, 0.0003, 0.0011
Si, 8.2511, 5.7708, 13.7087, 0.0013, -0.0008, 0.0001
Si, 5.525, 13.5149, 13.5796, -0.0003, -0.0022, -0.001
Si, 8.2407, 10.9883, 13.449, 0.0017, 0.0008, 0.0006
Si, 10.8145, 2.822, 13.7567, -0.0026, -0.0012, -0.0016
Si, 13.6821, -0.0317, 13.6857, -0.0001, 0.0002, -0.0018
Si, 10.8727, 8.3676, 13.7462, 0.0006, 0.0007, -0.0012
Si, 13.5284, 5.3866, 13.7352, 0.0013, 0.0001, -0.0014
Si, 10.9095, 13.5486, 13.6674, -0.0017, 0.0011, -0.001
Si, 13.6864, 10.8145, 13.381, -0.0005, 0.0016, -0.0002
Si, 1.7589, 3.8514, 14.9431, 0.0012, 0.0019, 0.0106
Si, 4.0049, 1.6488, 15.1091, 0.0024, 0.0022, 0.0115
Si, 1.0939, 9.6381, 14.6683, -0.0013, -0.0026, 0.0092
Si, 4.5011, 6.632, 14.9921, -0.0016, 0.0021, 0.0117
Si, 1.2361, 14.8011, 14.8865, -0.0003, -0.0015, 0.0087
Si, 4.553, 11.778, 14.8311, -0.0019, 0.0005, 0.0104
Si, 6.7662, 4.4734, 14.8868, -0.0031, -0.0017, 0.0113
Si, 9.6976, 1.0229, 14.7935, -0.0007, 0.0007, 0.0122
Si, 6.7077, 9.6306, 14.4878, -0.0003, -0.0006, 0.0056
Si, 9.0479, 7.6984, 15.1123, 0.0014, 0.0022, 0.0116
Si, 7.0267, 14.7191, 14.9276, 0.0013, -0.0024, 0.0138
Si, 9.2753, 12.4415, 15.0066, -0.0017, 0.002, 0.0146
Si, 12.1566, 4.1093, 15.2463, 0.0002, 0.001, 0.0192
Si, 15.4844, 0.8052, 14.9919, 0.0019, -0.0003, 0.0114
Si, 12.6791, 9.3928, 14.9142, 0.0007, -0.0002, 0.0099
Si, 14.7767, 7.0751, 14.7413, 0.0018, -0.0016, 0.0099
Si, 12.0073, 15.211, 14.933, -0.0007, -0.0016, 0.0138
Si, 15.186, 11.8625, 14.7962, 0.0005, -0.0006, 0.0088
Si, -7.0053, -3.3848, 17.8879, -0.0013, 0.0056, 0.0121
Si, 43.0464, -23.3002, 20.6764, -0.0042, 0.0013, 0.0071
Si, -1.6344, 13.5518, 22.0651, 0.0004, 0.0026, -0.0131
Si, 10.4187, 21.0256, 20.6119, -0.0031, -0.0007, -0.0043
Si, 24.935, 23.4364, 20.5339, -0.0002, -0.0008, -0.0009
Si, -3.3918, 15.5344, 20.3248, 0.0005, 0.0032, -0.0011
Si, 8.191, 0.0704, 20.0482, 0.0014, 0.0007, -0.0014
Si, -34.0663, -5.5736, 21.8174, -0.0021, -0.0002, -0.0123
Si, 2.5538, -3.6926, 16.9062, 0.001, -0.0029, 0.0148
Si, 0.7675, -1.0798, 22.7313, -0.0005, -0.0009, -0.0175
Si, -3.0425, 18.5124, 19.7276, -0.0008, -0.0011, 0.0004
Si, 12.4127, 20.8559, 22.9923, 0.0033, -0.0022, -0.0177
Si, 6.9814, -3.7396, 22.6261, -0.0039, 0.0032, -0.0217
Si, 10.2427, -1.2975, 21.7782, 0, -0.0095, -0.0159
Si, 12.3491, -6.9645, 22.7806, 0.002, 0.0052, -0.0146
Si, 20.1704, -2.2635, 19.2242, 0.0003, 0.0037, 0.0019
Si, 20.6215, -11.6584, 18.8936, 0.0009, -0.0011, 0.0062
Si, -4.3771, 22.0065, 17.9717, -0.0001, 0.0023, 0.0142
Si, 37.0061, -13.977, 20.5878, -0.0022, 0.0016, -0.0047
Si, -6.7884, 28.5697, 20.9497, 0.0005, 0.0001, -0.0108
Si, -14.6592, 9.5799, 17.5152, -0.0013, -0.0014, 0.0149
Si, 5.3262, 2.1771, 17.7941, 0.0071, 0.0055, 0.0134
Si, 3.6101, 6.3908, 22.5748, -0.0022, -0.0004, -0.0148
Si, 14.8112, 6.229, 19.0149, -0.0015, -0.0056, 0.0011
Si, -9.6371, 14.6248, 17.9445, 0.0016, -0.0014, 0.0143
Si, 10.0756, -13.9768, 19.2616, -0.0014, -0.0016, 0.0057
Si, -10.7585, 6.8044, 20.1575, 0.0037, -0.0008, -0.0041
Si, 16.1804, 5.1954, 16.7576, -0.002, -0.0015, 0.0136
Si, -1.4844, 20.6929, 21.4499, 0.0007, -0.002, -0.0118
Si, -2.9277, -21.405, 17.1927, 0.0004, 0.0015, 0.0161
Si, -17.4542, 9.3766, 19.0633, 0.002, -0.0028, 0.0009
Si, -18.3864, 2.7126, 16.832, 0.0007, 0.0024, 0.0155
Si, 20.1732, 23.787, 17.9731, -0.0005, -0.0013, 0.0134
Si, -6.2128, 7.9231, 18.1422, 0.0031, -0.0021, 0.0127
Si, 6.6563, -14.7342, 22.3469, -0.0027, 0.0022, -0.0169
Si, 8.2344, 35.3215, 16.9585, -0.0032, -0.0024, 0.0164
Si, 3.0121, 16.1234, 21.0374, 0.001, 0.0032, -0.0061
Si, 4.2734, -2.5915, 22.0405, 0.0027, 0.0032, -0.0147
Si, -4.251, 13.9651, 17.7204, -0.007, 0.0005, 0.011
Si, 17.6184, 4.3902, 22.7445, -0.0004, 0.0023, -0.0138
O, -4.7904, 5.6542, -1.0672, -0.0067, 0.005, 0.0135
O, 13.5414, -10.7404, -6.5746, -0.002, 0.0015, -0.0036
O, -4.8268, 15.7032, -3.7675, -0.0003, -0.0025, 0.0046
O, 3.9662, 15.3357, -2.7032, 0.0038, -0.0026, 0.0047
O, 7.3394, 17.3095, -3.7567, -0.001, 0.0014, 0.0047
O, 7.8009, 13.4591, -6.8774, 0.0024, -0.0007, -0.0123
O, -5.8739, -2.2168, -7.0437, -0.0032, -0.004, -0.0065
O, 7.019, 7.0903, -4.0129, 0.0009, 0.0004, 0.0013
O, -9.3892, 18.498, -7.0184, 0.0074, 0.0001, -0.0042
O, 5.303, 14.0603, -6.2563, 0.0016, 0.0042, -0.0007
O, 3.8952, 17.8007, -0.4282, -0.0003, 0.0002, 0.0083
O, -20.1837, 12.3969, -6.9295, 0.0006, -0.0028, -0.0049
O, 5.6084, 5.5019, -9.3572, 0.0009, -0.0001, -0.0069
O, 10.153, -0.5526, -1.569, 0.0027, 0.0051, 0.0133
O, 9.6409, 7.9049, -8.1851, -0.0041, 0.0009, -0.0166
O, -10.8582, 2.5615, -3.0563, 0.0043, -0.0027, 0.0059
O, 7.2824, 9.1923, -0.4306, -0.0004, -0.0009, 0.0061
O, 7.2362, 15.7973, -5.8925, -0.0002, -0.0029, -0.003
O, 3.743, 13.208, -4.1944, 0.0003, -0.001, 0.0049
O, 5.1521, 7.7682, -5.8949, -0.0015, 0.0008, -0.0024
O, 1.6494, 13.6396, -8.8103, -0.0039, 0.0064, -0.0106
O, 16.2117, -18.6911, -2.4136, 0.0002, -0.0005, 0.0054
O, 12.6037, -1.748, -8.4823, 0.0003, 0.0038, -0.0129
O, 9.5582, -12.9949, -4.3584, 0.0006, -0.0002, 0.0008
O, 9.3789, 7.1129, -0.3507, 0.0005, -0.0004, 0.0009
O, 6.0092, 16.7658, -1.5041, -0.0039, -0.0013, 0.0124
O, 16.5333, -0.3752, -9.3531, -0.0003, -0.0002, -0.0056
O, 2.929, 7.6229, -1.4363, -0.0049, 0.0053, 0.0097
O, 14.8321, 22.0052, -4.2865, -0.001, -0.0009, 0.0026
O, 19.8935, 13.0275, -1.4811, -0.005, -0.003, 0.0139
O, -0.3671, 27.121, -1.7311, 0.0045, -0.0008, 0.0128
O, -7.6058, 1.4466, 16.0272, 0.0011, -0.0021, -0.0113
O, -11.9247, -9.4038, 21.2758, -0.0037, -0.0006, 0.0085
O, -2.3431, 4.8514, 22.7488, -0.0036, 0.0005, 0.0064
O, 22.183, -2.8066, 21.9888, 0.0055, -0.0025, 0.0071
O, -23.1404, 3.0127, 17.8775, -0.0043, 0.0012, -0.0099
O, -1.6645, 17.9651, 24.4473, -0.0019, 0.0027, 0.006
O, 11.1046, 5.0017, 19.1707, 0.0018, 0.0014, -0.0023
O, 0.0419, 10.7971, 15.1347, -0.0009, 0.0011, -0.0064
O, -1.8708, 12.0727, 16.2532, 0.0034, 0.0002, -0.0119
O, -6.933, 17.2356, 19.3767, 0.0016, 0.0028, -0.0039
O, -6.7154, 12.0309, 24.4898, 0.002, -0.001, 0.0088
O, 2.0102, 11.1535, 17.2658, 0.0002, 0.0024, -0.0067
O, 0.0729, 3.95, 21.7415, 0.0032, 0.0017, 0.0066
O, -8.5326, 18.6894, 23.2327, 0.0044, 0.0031, 0.0102
O, -1.5221, -4.1023, 21.1589, -0.0012, -0.0001, 0.0066
O, 19.1204, -7.6721, 18.2583, -0.0011, 0.001, -0.0049
O, -2.3029, 2.6699, 18.396, 0.0007, 0.0012, -0.0094
O, 7.6911, 8.607, 15.3241, -0.0033, 0.0028, -0.0063
O, 4.9497, 17.9582, 19.2631, 0.0018, 0.0007, -0.0032
O, 13.6037, 16.9821, 20.1016, -0.0005, 0.0001, -0.0011
O, 5.6383, 5.3017, 19.5496, -0.001, 0.0011, 0.0002
O, 4.7204, 20.022, 17.6746, 0.0012, -0.0022, -0.0048
O, 3.371, -10.3989, 18.4149, -0.0005, 0.0023, -0.0024
O, 16.2053, 0.125, 23.2849, -0.0019, 0.0021, 0.0134
O, 13.463, -5.8872, 22.3948, -0.0035, -0.0045, 0.0051
O, 14.9851, 1.3312, 16.4471, 0.0003, -0.0026, -0.0109
O, 10.8735, 0.0083, 15.3354, -0.001, 0, -0.0062
O, 25.8656, 11.9685, 16.5779, 0.0026, 0.0019, -0.0169
O, 12.4571, -6.0519, 16.2829, -0.0024, -0.006, -0.011
O, 14.7329, 7.8326, 18.9688, 0.0014, -0.0025, 0.0006
O, 16.8643, 21.5606, 23.8713, -0.0037, 0.0065, 0.0099
O, 8.2441, 13.681, 15.2165, 0.0013, 0.0014, -0.0126
O, 9.5658, -20.3645, 19.3373, -0.001, 0.0024, -0.005
O, 2.7378, -19.2411, 18.2798, -0.0012, -0.0027, -0.0057
O, 17.8512, -7.4379, 16.0554, -0.0018, 0.0018, -0.0119
O, 5.6768, 10.6532, 15.2981, 0.0003, -0.0009, -0.0052
O, 11.5717, 7.2316, 18.0579, -0.0008, 0.0003, -0.004
O, 4.1308, 7.4172, 16.3783, 0.0046, -0.001, -0.0145
O, 7.7314, 3.9388, 16.1062, -0.0038, 0.0046, -0.0103
O, 19.7215, -0.7406, 19.5595, -0.0004, -0.0003, 0.0016
O, -2.4079, 14.7097, 21.2868, -0.0004, -0.0028, 0.0051
O, 18.7723, 5.3521, 22.1207, -0.0019, -0.0003, 0.0066
O, 30.4819, -5.969, 18.3195, -0.0017, 0.0025, -0.0024
O, 22.8101, -1.1721, 16.4166, 0.0007, -0.0003, -0.0143
O, 9.4252, 5.8492, 21.1555, 0.0003, 0.0012, 0.0004
O, 8.0184, -20.5192, 21.4801, -0.0014, 0.0032, 0.0092
O, 6.2421, 11.3084, 23.3161, 0.0021, -0.0047, 0.0101
O, -7.2046, 8.4829, 21.1904, 0.0003, 0.002, 0.0005
O, -4.64, 18.5879, 19.4098, -0.0006, -0.0001, -0.0013
O, 1.7684, 14.8572, 23.9354, 0.0043, -0.0031, 0.0102
O, -4.6254, 8.7651, 21.4145, 0.0033, 0.0012, 0.0065
O, 14.9365, 6.8145, 24.633, -0.0016, 0.0014, 0.0026
O, -5.0684, 10.0669, 23.7541, -0.0052, 0.0049, 0.0098
O, 2.0524, 3.1344, 23.4371, 0.0017, -0.0028, 0.0146
O, 0.3234, 9.5204, 18.3793, 0.002, 0.0006, -0.0032
O, 1.3739, 25.7481, 24.3515, 0.0019, -0.0016, 0.0036
O, 1.4925, -0.59, 21.3878, -0.0034, -0.0018, 0.0051
O, -2.3547, -3.1535, 23.4693, -0.0023, 0.0005, 0.0123
O, 10.3951, -7.0641, 19.039, 0.0007, 0.0007, 0.0027
O, -13.1358, 1.3791, 21.1563, 0.0009, -0.0013, 0.002
O, 6.609, 20.5467, 24.4326, -0.0011, 0.0007, 0.0054
O, 3.997, 12.4517, 16.2041, 0.0045, -0.0039, -0.0129
O, -3.2652, 8.1724, 23.5756, -0.0002, -0.0038, 0.009
O, 12.23, -17.8003, 24.3587, 0.0016, 0.001, 0.0035
O, 2.805, 19.037, 15.4582, -0.0021, 0.0012, -0.0054
O, 8.8786, 15.2426, 20.9349, 0.0018, -0.0001, 0.002
O, 10.3757, 13.4059, 21.7327, -0.0021, -0.0044, 0.0022
O, 12.922, 2.8474, 15.9603, -0.005, 0.0056, -0.0084
O, -2.3373, -13.22, 20.8561, 0.0008, -0.0011, 0.0013
O, -20.1968, 3.1676, 23.8744, 0.0019, -0.0029, 0.0078
O, -1.1605, -12.3479, 16.4324, 0.0006, -0.0006, -0.0053
O, 1.2961, 20.9974, 16.2962, 0.003, -0.0049, -0.0091
O, -0.6303, 6.5047, 15.9535, -0.0063, 0.0052, -0.0104
O, 26.6252, 10.8529, 21.2395, -0.0004, 0.0025, 0.0031
O, -0.1813, -10.6989, 18.3066, 0.0001, 0.0005, -0.0073
O, 4.7084, 1.3093, 16.5643, -0.0047, -0.0005, -0.0132
O, 11.6337, 4.354, 21.6018, 0.0045, 0.0023, 0.0105
O, 4.7108, 5.7415, 23.5627, 0.0047, -0.0021, 0.0099
O, 19.9904, 3.7382, 20.0735, 0.0007, 0.0005, -0.0007
O, 7.7275, -2.7658, 23.6876, 0.0064, -0.0016, 0.0165
O, -2.609, -8.1441, 15.3418, -0.0016, 0, -0.0076
O, 11.6094, 21.371, 16.5046, 0.0003, -0.0044, -0.0179
O, -0.9873, 9.7412, 20.6386, -0.001, 0.0011, 0.0038
O, 8.9633, 7.1053, 18.9479, 0.0021, 0.0019, -0.0035
O, 12.7648, 14.7843, 18.9154, -0.0015, -0.001, -0.0037

Results
free energy: -229903.549 eV
free energy less fixed offsets of O -570.45, Si -639.56 eV per atom: -3.989 eV

The program warned: the cutoff lies below the one the program advises for these potential files; the forces do not sum to zero within the program's tolerance; empty levels may hold ghost states of the PAW files; the exchange-correlation potential is rough where the density is thin.
